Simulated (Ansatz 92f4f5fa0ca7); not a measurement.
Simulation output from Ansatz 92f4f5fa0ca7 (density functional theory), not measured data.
Periodic cell of 179 atoms, Si99O80, from a study of silicon, its oxide and their interface. The atomic structure is a simulated model.

Settings: functional r2SCAN; potential files Ansatz norm-conserving; basis plane waves; wave-function cutoff 1300 eV; density cutoff ratio 4; exchange-correlation grid ratio 1; k mesh 2 x 2 x 1, shifted by 0.5 0.5 0.5 of a step; self-consistency stop 5e-08 eV per atom in the density residual; occupations Fermi-Dirac, 0.05 eV; spin none; net charge 0.

Cell vectors (angstrom)
a	11.5403	0	0
b	0	11.5403	0
c	4.6142	1.2818	24.0684

Atoms: element, x, y, z (angstrom)
Si	-1.0584	4.1859	-0.2158
Si	-1.0554	6.6905	-0.1669
Si	-0.5831	13.0461	-1.4587
Si	1.0161	3.6351	0.8221
Si	2.8091	5.9446	0.2428
Si	2.1007	11.7602	-1.5204
Si	5.2779	1.8521	1.5865
Si	6.9638	6.0396	0.1772
Si	7.6041	11.4315	-0.5402
Si	4.7772	0.3764	-0.2918
Si	0.8493	6.8893	1.3346
Si	0.7175	12.1136	0.9344
Si	7.6542	1.9676	1.395
Si	4.8951	5.9841	1.3862
Si	5.3077	9.9408	1.7558
Si	8.3907	4.1695	0.8862
Si	8.4914	7.6772	0.9962
Si	7.6511	9.9602	1.2891
Si	0.8182	4.8096	2.7572
Si	0.8472	8.5925	3.0001
Si	0.7361	11.0623	3.0281
Si	4.7393	3.9949	2.6177
Si	4.7657	7.9227	2.8033
Si	4.85	11.7154	3.1769
Si	8.5655	4.831	3.1081
Si	8.578	7.2343	3.2667
Si	8.3737	11.668	2.9605
Si	-0.963	4.1443	4.099
Si	-1.0153	8.0491	4.3726
Si	-1.2128	11.6089	4.3397
Si	2.7996	4.1878	3.9346
Si	2.8253	8.0661	4.1814
Si	2.732	11.7948	4.212
Si	6.5163	4.0436	4.1637
Si	6.5719	7.8736	4.3671
Si	6.7114	11.6741	4.6165
Si	-1.0367	2.1789	5.4936
Si	-0.9135	6.0313	5.4748
Si	-1.2091	9.7871	5.9983
Si	2.7602	2.3389	5.4445
Si	2.8533	6.0234	5.3752
Si	2.8247	9.9375	5.6303
Si	6.6235	2.222	5.7081
Si	6.4363	5.9054	5.5912
Si	6.7082	9.6719	5.9627
Si	0.9004	2.281	6.8681
Si	1.0038	6.1686	6.7927
Si	0.9347	9.9175	7.1512
Si	4.6436	2.3219	7.0435
Si	4.5561	5.9942	7.0013
Si	4.6562	9.9084	7.089
Si	8.5944	2.9392	6.7355
Si	8.5902	5.2724	6.3683
Si	8.5118	9.1166	7.5031
Si	0.7087	4.3033	8.1331
Si	1.4184	6.7691	11.1173
Si	1.6965	11.9764	8.2155
Si	4.5625	4.2256	8.5703
Si	3.98	7.9487	8.1915
Si	4.0954	11.9145	8.2855
Si	10.1575	5.0387	9.0452
Si	8.6231	6.7102	8.1518
Si	8.4156	10.2622	9.6177
Si	2.4255	4.1825	9.7381
Si	1.6163	7.9325	8.244
Si	1.1089	13.0029	10.2465
Si	6.7016	4.8574	9.6034
Si	5.138	8.2519	11.1406
Si	5.5827	11.1823	10.9107
Si	8.4485	3.4594	9.0269
Si	10.19	5.9872	11.1392
Si	9.7358	12.8083	10.3369
Si	3.1259	9.0535	21.808
Si	2.306	4.9049	14.8512
Si	7.9246	6.5911	18.7604
Si	5.5461	7.7932	17.5042
Si	3.4273	3.6674	17.081
Si	12.1478	4.5336	17.164
Si	13.6815	0.5668	21.8621
Si	3.2213	7.5058	13.2318
Si	7.3218	8.07	12.9266
Si	11.7323	8.2517	21.2745
Si	5.9757	4.8409	17.3277
Si	5.0847	9.3253	14.8245
Si	16.3087	8.7949	20.1745
Si	7.3149	3.072	14.9621
Si	9.4557	9.0683	11.3599
Si	7.4078	7.9914	21.2674
Si	11.9514	0.2071	15.1444
Si	2.9262	2.0432	14.7323
Si	7.6641	5.103	12.5591
Si	9.2399	11.7032	18.5065
Si	11.298	9.8549	17.4211
Si	5.4825	12.2976	13.8249
Si	9.9745	2.3507	16.5055
Si	10.9292	7.0494	18.4215
Si	11.5886	10.9742	20.1233
Si	6.9972	10.7664	20.2863
Si	11.1963	11.2852	12.1975
O	0.9992	12.9023	-1.9335
O	6.1057	0.1315	-1.2219
O	1.4211	2.0562	1.0907
O	4.4048	-1.0876	0.409
O	1.5913	11.1617	-0.0825
O	-0.6582	12.4603	0.0859
O	4.7678	9.8275	11.3508
O	1.0165	7.5942	9.7742
O	6.9388	10.8071	10.0965
O	4.6577	7.762	9.6998
O	9.901	12.2337	11.8619
O	9.4582	11.5352	9.3652
O	11.6555	6.1005	11.8289
O	11.1273	13.5889	9.9775
O	7.0649	7.8479	18.1334
O	-1.0845	3.0658	-1.5089
O	7.8751	9.5047	20.8424
O	-1.4312	12.0597	-2.4306
O	2.2677	4.369	-0.0018
O	3.4837	4.8478	15.9583
O	3.1448	6.5379	-1.245
O	8.1064	6.8359	20.3605
O	10.8381	3.5813	17.1128
O	3.5811	0.8568	-1.2915
O	8.1239	1.3915	-0.1009
O	14.4489	-0.8671	22.1078
O	5.2843	8.9314	16.3824
O	2.1006	14.296	10.5647
O	16.0236	8.0593	18.7239
O	7.7283	11.4182	18.9967
O	10.2194	11.7879	19.8025
O	5.9422	11.9737	12.2948
O	2.4122	5.5077	10.7416
O	0.9897	11.9608	11.5166
O	3.6613	8.6661	14.3007
O	7.2163	6.3478	9.043
O	6.5276	3.9402	16.0931
O	4.5133	7.2758	12.2858
O	8.6983	8.9348	12.8337
O	11.8925	5.7889	18.1388
O	6.6836	4.9277	11.2657
O	10.9084	9.7952	11.6066
O	8.4959	13.8266	10.2119
O	9.2244	5.0735	12.0814
O	7.3494	3.904	13.5807
O	2.6929	6.1431	13.9155
O	4.739	3.9675	18.0053
O	4.6487	12.0314	9.8832
O	13.4757	3.7543	17.754
O	10.994	1.3499	15.7547
O	1.8527	0.8439	14.8125
O	9.234	1.575	17.7221
O	0.8957	5.093	15.6447
O	5.1235	10.9389	14.6637
O	6.6018	1.6328	14.6349
O	6.7368	8.1253	11.3954
O	11.2442	8.2405	17.345
O	7.475	6.5149	13.3554
O	11.1484	7.5319	19.9485
O	12.1179	10.2503	18.7627
O	2.1894	10.6067	-2.6392
O	17.352	7.8455	21.0216
O	2.0382	7.8638	12.1715
O	11.3026	9.839	21.263
O	5.5311	10.2233	19.8473
O	6.3526	8.7604	14.0063
O	6.5788	6.2117	-1.4582
O	9.4084	6.5611	18.1346
O	3.5183	2.263	16.2499
O	5.4255	6.3101	16.8529
O	1.8185	8.2295	21.2537
O	2.278	3.4297	14.1341
O	9.6484	7.511	10.8887
O	4.1176	1.6245	13.7305
O	12.0792	10.4769	16.1475
O	11.328	-0.3765	13.786
O	8.8365	2.8378	15.4693
O	9.7958	10.5086	17.5294
O	12.7632	12.0042	20.5201
O	7.1608	5.1793	18.4086

Results
free energy: -48778.980 eV
free energy less fixed offsets of O -463.61, Si -117.95 eV per atom: -13.130 eV
pressure: -2.11 GPa
stress xx, yy, zz, yz, xz, xy (GPa, positive in tension): 1.31, 3.75, 1.25, 0.03, -0.07, 0.05

Forces (eV/angstrom), in the order of the atoms: element, x, y, z
Si	-0.1153	-0.5356	-0.6014
Si	0.1728	0.0254	0.1217
Si	0.273	0.119	-0.3382
Si	0.3935	0.2161	0.2389
Si	-0.0705	-0.4324	-0.6939
Si	0.0046	0.0827	-0.3291
Si	-0.1519	0.1063	-0.1188
Si	-0.3792	-0.0089	-0.6
Si	0.2476	-0.0463	-0.653
Si	-0.461	0.0693	-0.1024
Si	-0.0395	-0.2133	0.2397
Si	-0.0847	0.1123	-0.3695
Si	0.2617	0.0327	-0.0702
Si	-0.1284	0.1116	0.1894
Si	-0.5111	-0.1789	-0.5351
Si	-0.1112	0.0798	0.2539
Si	0.0791	0.0438	-0.2615
Si	0.039	0.2687	0.2663
Si	0.2554	-0.1067	-0.1492
Si	-0.0272	0.0248	-0.0189
Si	0.0562	-0.0657	0.1674
Si	0.255	-0.3959	-0.0664
Si	-0.0418	-0.0222	0.1375
Si	0.0858	0.1109	0.4223
Si	-0.2489	0.0897	0.4452
Si	-0.0939	0.039	0.0453
Si	-0.0711	0.0642	-0.3648
Si	0.3189	0.0896	-0.0871
Si	-0.2818	-0.0543	-0.1697
Si	-0.0493	0.0128	0.2256
Si	-0.1153	0.062	0.0826
Si	0.2039	-0.0003	-0.0167
Si	-0.0939	0.0023	0.0756
Si	-0.1487	0.1767	-0.1659
Si	0.0228	0.035	-0.0949
Si	-0.0036	0.0016	0.2948
Si	0.168	0.0907	-0.0197
Si	0.2156	-0.1809	0.2795
Si	0.1777	-0.0283	0.0904
Si	0.0435	0.054	-0.0776
Si	0.1148	0.13	0.1311
Si	-0.1567	-0.1625	0.1353
Si	-0.0674	0.1333	-0.1141
Si	0.1008	-0.3704	-0.0929
Si	-0.0398	-0.0477	-0.1852
Si	0.0575	0.0039	-0.0287
Si	-0.0239	-0.346	-0.0399
Si	0.2233	0.2392	0.0199
Si	-0.0031	0.1829	-0.1951
Si	0.0002	0.1788	-0.1188
Si	-0.1719	0.0909	0.3066
Si	-0.0933	-0.1741	0.315
Si	-0.7446	1.0304	-0.2956
Si	0.0532	-0.1101	-0.3277
Si	-0.0274	0.2158	-0.0155
Si	0.0339	0.0135	0.257
Si	-0.3324	-0.0324	-0.0782
Si	-0.1443	-0.0379	-0.0286
Si	0.7637	-0.1414	0.3383
Si	0.3146	-0.0759	0.4049
Si	0.4974	0.4996	0.3465
Si	-0.3181	-0.7239	0.1287
Si	0.0662	0.115	0.0323
Si	-0.0318	-0.0443	0.3933
Si	-0.6783	-0.0915	0.3962
Si	0.4815	0.0756	0.1109
Si	-0.3025	0.6532	0.348
Si	-0.0789	-0.2176	0.1342
Si	-0.1932	0.132	0.3078
Si	0.2109	-0.3353	-0.2548
Si	0.182	-0.3794	-0.1857
Si	-0.1059	0.0983	0.6468
Si	0.1554	0.3468	-0.0498
Si	0.0236	0.1154	-0.2086
Si	0.0798	-0.1003	-0.0805
Si	-0.0784	0.3008	-0.125
Si	0.1081	-0.0542	0.0959
Si	-0.1205	0.0504	0.0053
Si	0.0195	-0.0736	-0.2658
Si	-0.0655	0.1426	0.1743
Si	-0.0676	-0.0295	0.3736
Si	-0.1406	0.0731	0.0094
Si	-0.0251	-0.1771	0.0343
Si	-0.1169	0.1181	0.1238
Si	0.3782	0.0106	-0.4945
Si	0.0005	-0.1821	0.0106
Si	0.3076	-0.676	0.5076
Si	0.1502	0.0998	0.0289
Si	0.0584	-0.0908	0.1213
Si	0.062	-0.1713	-0.0997
Si	0.1541	-0.0874	0.1541
Si	-0.2183	0.1034	-0.1488
Si	0.0407	0.0329	-0.3083
Si	-0.0743	0.0187	0.3821
Si	-0.0617	-0.0867	0.0508
Si	-0.0459	-0.0982	-0.4674
Si	-0.108	0.2138	-0.2986
Si	0.0192	0.196	-0.0918
Si	0.1974	-0.1655	0.4428
O	-0.2544	-0.0329	0.267
O	0.1426	-0.1159	0.5607
O	-0.0498	0.0587	-0.2009
O	0.6754	0.1793	0.0964
O	-0.0112	0.1979	0.0984
O	0.0974	-0.0769	0.0821
O	0.1999	-0.0165	-0.2311
O	0.2966	-0.0413	-0.3033
O	0.2486	-0.0098	-0.1358
O	-0.164	0.049	-0.1241
O	0.1213	0.0015	-0.515
O	-0.2363	0.0553	-0.0902
O	0.1822	0.2924	-0.0504
O	-0.3062	-0.3608	0.0782
O	-0.0997	-0.3195	0.0651
O	0.0803	-0.0619	0.254
O	-0.2751	-0.2295	-0.0579
O	0.0179	0.0233	0.21
O	-0.0629	0.376	0.2742
O	-0.2452	-0.2708	0.0674
O	-0.113	-0.1226	0.1227
O	-0.1469	0.2512	-0.0539
O	0.15	0.0122	-0.0572
O	-0.1952	-0.3049	0.1258
O	-0.3259	-0.4773	0.2871
O	-0.1919	-0.3075	-0.2438
O	0.0523	-0.265	0.0595
O	-0.2532	-0.1981	-0.3063
O	0.2402	0.1101	0.2778
O	0.1571	-0.1689	0.1754
O	0.2121	-0.2702	-0.0546
O	-0.0772	-0.174	-0.335
O	-0.1536	0.0638	-0.1123
O	-0.3591	0.1755	-0.0135
O	0.2057	-0.164	-0.2439
O	0.113	-0.1932	0.1439
O	-0.007	0.0791	0.0413
O	0.1292	0.1797	-0.1872
O	-0.0342	-0.028	-0.489
O	-0.1031	0.0673	-0.0047
O	0.0551	0.1089	-0.3875
O	-0.2333	0.1057	-0.0308
O	0.2523	0.1706	-0.1894
O	-0.2907	0.2751	0.1879
O	0.0604	0.1275	-0.0416
O	0.0097	-0.0334	-0.0742
O	-0.0537	0.1838	-0.3803
O	-0.0946	-0.1124	-0.4404
O	0.067	0.1041	-0.2672
O	0.0302	-0.0464	0.0381
O	-0.056	0.1293	0.032
O	0.1948	-0.1163	-0.0889
O	0.2516	-0.1943	0.2028
O	0.0676	0.0107	-0.2721
O	-0.0864	0.141	-0.118
O	-0.1495	0.0196	0.0743
O	-0.076	0.0106	0.3745
O	-0.0197	0.0316	-0.4131
O	0.0204	0.1088	0.1467
O	-0.2787	0.0509	0.2673
O	0.0101	0.0093	0.1538
O	-0.0699	0.2191	-0.04
O	0.0528	-0.2991	-0.2366
O	0.1761	-0.2027	-0.068
O	-0.0741	-0.3872	0.2051
O	0.0465	-0.1138	-0.2827
O	0.4001	0.1871	0.2514
O	0.0212	0.1364	0.2421
O	-0.121	0.3266	-0.0643
O	0.1334	-0.0668	0.2035
O	-0.1895	0.2644	0.1964
O	0.104	0.0704	0.3539
O	-0.0467	0.2521	0.3317
O	0.0265	-0.0317	0.12
O	-0.21	0.1561	0.1096
O	0.0544	0.1108	-0.3045
O	-0.048	0.0395	0.0763
O	0.2215	0.0708	0.2577
O	0.0215	-0.2725	0.1562
O	-0.1115	0.3039	-0.0892

The program warned: the forces do not sum to zero within the program's tolerance.
